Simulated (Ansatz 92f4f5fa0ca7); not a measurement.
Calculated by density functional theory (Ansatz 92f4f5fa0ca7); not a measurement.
Periodic cell of 273 atoms, Si166O106B1, from a study of silicon, its oxide and their interface. The atomic structure is a simulated model.

Settings: functional PBE; potential files Ansatz PAW; basis plane waves; wave-function cutoff 700 eV; density cutoff ratio 5; exchange-correlation grid ratio 1; k mesh 2 x 2 x 1, shifted by 0.5 0.5 0.5 of a step; self-consistency stop 5e-08 eV per atom in the density residual; occupations fixed; spin none; net charge -1 e, with a uniform compensating background and no finite-size correction.

Cell vectors (angstrom)
a	11.6015	0	0
b	0	13.3963	0
c	0	0	29.8085

Atoms: element, x, y, z (angstrom)
Si	11.555	0.1752	22.9098
Si	3.9218	0.1492	23.0425
Si	7.6692	0.117	23.1494
Si	2.0745	3.4585	22.8862
Si	5.9074	3.6947	22.9984
Si	9.7641	3.5421	23.0377
Si	11.671	6.8603	23.0748
Si	3.9618	7.0397	23.2016
Si	7.8041	6.8938	23.2548
Si	2.0434	10.2335	23.2631
Si	5.8652	10.0923	23.3272
Si	9.8453	10.0771	23.2434
Si	11.7013	2.3833	23.7499
Si	4.0057	2.405	23.7459
Si	7.79	2.4155	23.7695
Si	2.0377	5.7081	23.7118
Si	5.8421	5.8156	23.9955
Si	9.7469	5.7342	23.9201
Si	11.7602	9.0205	24.042
Si	3.9114	9.133	24.2174
Si	7.8548	9.081	24.0619
Si	1.9171	12.5015	23.8198
Si	5.784	12.37	23.9538
Si	9.6842	12.3898	23.7868
Si	11.6473	2.2923	26.1657
Si	3.924	2.3016	26.1564
Si	7.7585	2.3179	26.179
Si	1.9837	5.6269	26.1544
Si	5.8266	5.6771	26.3381
Si	9.7102	5.6521	26.2944
Si	11.6726	8.96	26.3727
Si	3.8931	9.0099	26.5154
Si	7.7963	8.9929	26.3933
Si	1.9241	12.3662	26.2284
Si	5.8106	12.3175	26.319
Si	9.6871	12.3295	26.1919
Si	1.9791	1.1898	27
Si	5.8322	1.1808	27.0191
Si	9.6911	1.1729	26.977
Si	11.6526	4.5065	27.0073
Si	3.8929	4.5031	27.0168
Si	7.7598	4.5189	27.0589
Si	1.9705	7.8021	27.133
Si	5.8545	7.8831	27.181
Si	9.7216	7.864	27.1448
Si	11.6041	11.2184	27.0632
Si	3.8517	11.2717	27.1299
Si	7.7794	11.229	27.1028
Si	1.9476	1.1099	29.3876
Si	5.8019	1.1189	29.4086
Si	9.6545	1.1069	29.3783
Si	0.0111	4.4502	29.3976
Si	3.8733	4.444	29.3881
Si	7.7234	4.4653	29.4296
Si	1.9377	7.7725	29.4827
Si	5.8356	7.8311	29.5277
Si	9.6873	7.8464	29.5005
Si	-0.045	11.1328	29.4422
Si	3.8611	11.1963	29.478
Si	7.8016	11.1449	29.4698
Si	-0.0041	-0.0172	0.3453
Si	3.8731	0.0143	0.4524
Si	7.7158	-0.0238	0.4006
Si	1.9456	3.3242	0.3684
Si	5.7902	3.3311	0.4267
Si	9.654	3.3354	0.3706
Si	-0.013	6.6633	0.4272
Si	3.8912	6.6578	0.4007
Si	7.7692	6.6827	0.4495
Si	1.9218	10.043	0.3838
Si	5.825	10.0973	0.4288
Si	9.6795	10.0252	0.656
Si	11.5007	-0.1236	2.7046
Si	3.8438	-0.0628	2.8423
Si	7.7142	-0.1684	2.7786
Si	1.907	3.2633	2.7254
Si	5.776	3.2668	2.8233
Si	9.6012	3.294	2.7468
Si	11.5487	6.6929	2.7815
Si	3.8705	6.5907	2.7467
Si	7.7665	6.7069	2.8104
Si	1.8697	9.9783	2.7409
Si	5.8739	10.026	2.796
B	9.6763	9.9689	2.7348
Si	11.539	2.1432	3.4061
Si	3.8122	2.1448	3.6516
Si	7.7006	2.0607	3.5417
Si	1.8792	5.508	3.4643
Si	5.8357	5.539	3.5699
Si	9.6544	5.5124	3.6065
Si	11.3952	8.9974	3.4394
Si	3.8911	8.8559	3.4066
Si	7.9563	9.0088	3.4505
Si	1.8528	12.2192	3.5179
Si	5.7619	12.2103	3.7458
Si	9.6254	11.9208	3.4004
Si	11.4768	2.1515	5.7282
Si	3.7288	2.0241	6.0679
Si	7.6134	1.9597	5.9133
Si	1.88	5.4043	5.7959
Si	5.8095	5.4628	5.9389
Si	9.6231	5.4491	6.0062
Si	11.608	8.8078	5.8291
Si	3.9133	8.782	5.725
Si	7.7975	8.8288	5.8445
Si	1.7717	12.147	5.8921
Si	5.7292	12.1094	6.2467
Si	9.5868	12.0737	5.777
Si	1.6297	0.9637	6.7083
Si	5.6726	0.9787	7.0016
Si	9.6396	0.9015	6.5364
Si	11.5708	4.3115	6.697
Si	3.827	4.3166	6.5485
Si	7.7008	4.1721	6.6165
Si	2.0007	7.6433	6.4608
Si	5.8519	7.7471	6.6522
Si	9.7175	7.7215	6.7056
Si	11.4388	10.975	6.7481
Si	3.656	10.9369	6.6254
Si	7.7769	10.9663	6.8422
O	9.9015	7.8993	8.376
O	9.9101	0.7689	8.1907
O	1.0384	0.9147	8.3019
O	3.0884	10.5754	8.1492
O	5.8524	7.9205	8.3252
O	5.6073	1.1804	8.6945
O	3.7679	4.3063	8.2006
O	7.6476	3.7263	8.2472
O	0.0522	4.2685	8.3751
O	11.1569	10.9346	8.4098
O	8.1318	10.7726	8.4905
O	2.279	7.5411	8.0879
O	11.4307	0.2003	21.2241
O	9.7652	3.6616	21.3691
O	4.1385	7.5492	21.6096
O	6.0062	4.1915	21.3805
O	5.7595	9.7502	21.6876
O	2.1526	3.3921	21.1993
O	7.348	13.4344	21.5072
O	4.0201	0.1418	21.3741
O	7.7629	6.9781	21.6002
O	2.127	10.1735	21.6072
O	11.5591	6.9695	21.4076
O	10.1516	9.6357	21.6489
Si	11.567	6.4361	11.2756
Si	1.5636	10.3671	16.2472
Si	0.2089	3.6762	9.8843
Si	8.0858	12.8559	20.1865
Si	2.8408	10.4661	9.7381
Si	2.5803	10.3936	20.0683
Si	10.3552	3.7107	19.8511
Si	0.2416	12.8042	17.0894
Si	10.816	0.7006	19.785
Si	3.1558	7.7493	16.2113
Si	0.3392	6.4893	19.9049
Si	9.3801	2.5308	14.2808
Si	2.898	2.5465	11.0282
Si	5.1221	11.9936	15.355
Si	4.9462	8.6813	20.7407
Si	3.6114	-0.3902	11.277
Si	5.5711	8.8961	14.7691
Si	-0.1644	11.3108	9.9764
Si	9.4571	10.0129	20.2285
Si	3.4647	0.0475	19.8443
Si	7.4617	4.7067	9.5236
Si	2.3645	12.3625	14.1562
Si	6.1866	0.5931	10.1264
Si	2.802	2.9052	19.7656
Si	5.7133	4.4589	13.6439
Si	7.4684	0.2203	15.5911
Si	9.6048	11.3455	15.1908
Si	1.9789	6.5609	13.5267
Si	2.8367	3.5276	14.0025
Si	11.7105	9.1738	18.4212
Si	11.225	0.8571	9.1598
Si	9.1252	7.3277	9.6862
Si	8.6721	8.561	14.5583
Si	4.7659	7.1742	12.3168
Si	2.9773	5.6287	18.7379
Si	2.5118	7.4163	9.6707
Si	6.2727	8.4336	9.812
Si	4.3213	4.7672	9.6341
Si	9.3634	10.4956	12.2588
Si	5.952	13.0321	17.9685
Si	7.9846	4.9388	18.3664
Si	8.3012	5.4143	15.2008
Si	7.3344	11.0758	9.8971
Si	5.3933	4.2108	19.8647
Si	0.7784	1.4951	15.033
Si	7.5596	7.5336	20.0962
Si	7.6409	2.8013	11.8477
O	3.448	6.1027	10.0376
O	1.9434	2.6588	15.0732
O	-0.3623	12.9399	10.1514
O	8.3651	8.9046	19.8132
O	2.4311	1.3134	19.5241
O	8.1529	5.3126	16.8047
O	2.7428	11.9823	19.7038
O	7.1462	8.7644	15.0903
O	1.2747	0.1883	14.1706
O	4.4051	3.8237	14.433
O	4.2245	3.4387	10.6193
O	10.9473	2.0869	14.4816
O	11.3655	4.8284	10.9679
O	10.835	12.02	16.0397
O	8.9319	6.9127	14.7662
O	1.7604	3.3463	10.2119
O	8.4542	5.9371	9.1985
O	11.1441	2.2984	19.5381
O	5.4114	7.6108	10.9011
O	11.4224	7.5971	18.7939
O	7.8758	8.2667	10.1421
O	10.1274	7.1481	10.9657
O	9.2148	4.1178	14.723
O	8.8367	11.4704	20.5274
O	10.585	10.5163	11.1528
O	8.3541	12.2443	15.7413
O	4.4462	2.885	19.8026
O	4.6656	0.2242	18.7533
O	10.4909	10.0969	18.9772
O	6.7984	0.6944	17.0258
O	0.5006	6.7312	12.8158
O	1.0481	7.1286	10.2978
O	3.1306	7.1664	12.5247
O	3.9626	9.5654	19.7893
O	6.7833	5.2025	14.6249
O	0.5669	0.916	16.544
O	1.5401	11.7857	17.1054
O	5.349	8.331	13.2787
O	2.9785	12.3837	12.6481
O	6.4322	3.2106	12.8781
O	2.7889	9.3183	16.573
O	6.0013	7.8926	19.7801
O	1.9596	6.3966	19.7509
O	1.464	9.6868	19.1425
O	9.4678	9.7157	15.463
O	3.0955	8.8898	10.1736
O	8.9949	9.0394	12.9974
O	2.1494	7.3123	14.9764
O	9.1436	3.8765	18.781
O	4.7285	7.9083	15.7767
O	7.2408	1.6029	10.8372
O	8.1171	6.3655	19.1273
O	5.9024	5.1618	9.6147
O	6.999	-0.9319	19.059
O	11.0337	2.2391	10.0443
O	8.9715	2.4013	12.704
O	9.7106	11.5032	13.5379
O	6.5732	4.2041	18.7423
O	6.0459	10.052	9.9496
O	1.3559	10.8421	10.2712
O	5.157	10.4788	14.7498
O	1.6851	10.9138	14.6652
O	11.3559	13.0854	18.6155
O	5.4366	11.8518	16.9583
O	8.096	10.9833	11.3494
O	11.3165	5.0105	19.6272
O	8.362	1.488	15.0713
O	2.4347	4.0467	18.601
O	3.7536	11.688	10.3336
O	9.1813	0.5769	19.7291
O	2.7685	2.6421	12.6443
O	3.6351	12.6344	15.1504
O	7.988	4.0951	10.9292
O	5.1165	0.2529	11.328
O	4.4354	5.4966	19.4741
O	6.1905	13.0709	14.6815
O	3.0554	6.5672	17.3692
O	2.7826	0.931	10.7128
O	0.2868	9.4547	16.8032
O	5.2345	5.6365	12.6193
O	2.1284	4.9651	13.7803
O	6.9076	12.6149	9.7123

Results
free energy: -165983.586 eV
free energy less fixed offsets of B -155.45, O -569.03, Si -635.61 eV per atom: 0.304 eV

Forces (eV/angstrom), in the order of the atoms: element, x, y, z
Si	-0.0129	-0.0144	-0.0714
Si	0.0406	-0.0153	-0.058
Si	-0.0269	0.0079	-0.048
Si	0.0098	-0.0205	-0.0618
Si	-0.0028	0.0161	-0.0772
Si	-0.0074	-0.0106	-0.0598
Si	-0.0107	-0.0106	-0.0534
Si	0.0315	0.0138	-0.0686
Si	-0.0038	-0.0186	-0.0512
Si	-0.0134	-0.0018	-0.052
Si	-0.0393	-0.0254	-0.0523
Si	0.0234	-0.0156	-0.05
Si	-0.0126	0.0155	0.0061
Si	0.0114	0.0021	0.0073
Si	-0.0289	-0.0132	-0.0037
Si	0.0164	0.0115	0.051
Si	-0.0011	-0.0156	-0.0274
Si	0.0102	0.003	-0.0072
Si	0.0258	0.0053	0.0021
Si	-0.034	0.0045	-0.0236
Si	0.0058	0.03	0.0164
Si	0.001	-0.0003	0.0208
Si	-0.0033	0.0051	-0.0119
Si	0.0064	-0.0015	0.0172
Si	-0.0053	-0.0069	-0.0224
Si	0.0043	0.0128	-0.0232
Si	-0.0096	0.0101	-0.026
Si	0.0088	0.017	-0.0261
Si	0.0041	0.0106	-0.0175
Si	-0.0038	0.0022	-0.014
Si	0.0072	0.0285	0.0009
Si	-0.0191	0.0142	-0.0053
Si	-0.0125	0.0177	-0.0091
Si	0.0112	0.0015	-0.0278
Si	-0.0055	0.0093	-0.0152
Si	0.0135	0.0158	-0.0192
Si	-0.0016	0.0093	0.0049
Si	0.0014	-0.0047	0.0024
Si	0.0044	0.0017	0.0036
Si	0.0101	0.0092	0.0105
Si	-0.0157	-0.0046	0.0022
Si	0.0079	0.0002	-0.0095
Si	-0.0046	-0.0102	-0.0026
Si	0.0223	-0.0076	-0.014
Si	-0.0021	-0.0023	-0.0024
Si	-0.0141	-0.0127	0.007
Si	-0.0085	0.0086	-0.014
Si	0.0341	-0.0003	-0.001
Si	0.004	0.0057	-0.0202
Si	-0.0058	0.0163	-0.0204
Si	0.0006	0.0125	-0.0271
Si	0.0046	0.0111	-0.0202
Si	-0.0036	0.0215	-0.011
Si	0.0083	0.008	-0.0127
Si	-0.0031	0.0234	-0.002
Si	0.0006	0.0151	-0.0105
Si	-0.0046	0.0202	-0.002
Si	-0.0278	0.0274	-0.0225
Si	-0.0084	0.0095	-0.0044
Si	0.0358	0.0202	-0.0185
Si	-0.0087	-0.0095	0.0115
Si	0.0066	-0.0217	0.022
Si	-0.0031	-0.0215	0.0276
Si	0.004	-0.0084	0.009
Si	0.0025	-0.0158	0.0275
Si	-0.0085	-0.0019	0.0207
Si	-0.0133	-0.015	0.0084
Si	0.0003	-0.0116	0.0073
Si	0.0109	-0.0219	0.0124
Si	-0.0016	-0.0191	0.0176
Si	0.0078	-0.0171	0.02
Si	-0.0032	-0.0219	0.0041
Si	-0.0318	0.0055	0.0128
Si	0.0341	-0.0126	-0.0138
Si	0.0084	0.0122	-0.0156
Si	0.0357	0.0025	0.0146
Si	-0.0151	0.0077	-0.0142
Si	-0.0313	-0.0029	-0.0007
Si	-0.0264	0.0168	0.0072
Si	0.0084	0.0083	0.0172
Si	0.0193	0.0059	-0.0055
Si	0.0326	-0.0119	0.0287
Si	-0.0424	-0.0242	0.0191
B	-0.0276	0.0022	-0.0409
Si	-0.0252	-0.0104	0.0067
Si	-0.0035	-0.0114	0.0173
Si	0.0349	0.0074	0.019
Si	-0.0129	-0.0086	0.0065
Si	0.0084	-0.0161	0.011
Si	0.0028	-0.0176	0.0237
Si	-0.0775	-0.0459	0.0406
Si	-0.0052	0.0391	-0.0345
Si	0.0831	-0.0402	0.0278
Si	-0.0057	-0.0236	0.0131
Si	0.0073	-0.0075	0.0261
Si	0.0259	0.0264	0.0428
Si	-0.0116	-0.0134	0.0408
Si	-0.0069	-0.0082	-0.0341
Si	0.0091	-0.0076	-0.0061
Si	-0.0204	0.0047	0.0158
Si	0.0297	0.0067	-0.0003
Si	0.0081	-0.0059	-0.0284
Si	0.0067	-0.0174	-0.0193
Si	0.0214	-0.012	0.0353
Si	0.0107	-0.0139	-0.009
Si	-0.0619	-0.0124	0.0207
Si	-0.0106	-0.0346	-0.0863
Si	0.0353	0.014	0.0255
Si	-0.0975	0.0079	0.0464
Si	0.0027	0.0499	0.0595
Si	0.0604	0.008	0.0549
Si	-0.0009	0.0082	0.0635
Si	-0.0021	-0.0034	0.0396
Si	-0.0121	-0.0175	0.061
Si	0.0144	0.0097	0.0625
Si	-0.0108	0.0064	0.0393
Si	0.0129	0.0182	0.0674
Si	-0.0295	0.0288	0.045
Si	-0.0534	0.019	0.0451
Si	0.0691	0.0105	0.0608
O	-0.0294	-0.0206	-0.0097
O	0.0227	0.0018	-0.0348
O	-0.0067	-0.0173	0.0079
O	0.037	-0.0256	0.0296
O	0.0009	-0.0049	-0.0119
O	0.0173	-0.0194	-0.0129
O	0.0216	-0.0049	-0.0074
O	-0.0039	0.0109	-0.0174
O	-0.006	-0.0131	-0.0123
O	0.0251	-0.0031	-0.0243
O	-0.0273	-0.0132	-0.0211
O	-0.0217	-0.0077	-0.0018
O	-0.0021	0.0145	0.0099
O	0.0093	0.0071	-0.0039
O	-0.0011	0.0051	0.0168
O	-0.0076	-0.0106	0.0151
O	-0.0041	0.0002	-0.0034
O	0.007	0.0059	-0.0001
O	0.0402	0.0037	-0.0038
O	-0.0109	0.0143	0.0064
O	-0.003	0.0158	0.015
O	-0.002	0.0131	0.0262
O	0.0217	-0.0001	-0.0005
O	-0.0371	0.0196	-0.0093
Si	-0.0021	0.0039	0.004
Si	0.0017	0.0008	-0.0024
Si	0.0001	-0.0043	0.0137
Si	0.004	-0.0024	0.0041
Si	0.0139	-0.0019	-0.0139
Si	0.0022	0.0055	-0.0218
Si	0.0013	-0.0036	-0.0005
Si	0.0037	0.0008	0.0007
Si	-0.0015	0.0065	-0.0122
Si	0.0003	-0.0011	0.0004
Si	-0.0002	0.0025	-0.005
Si	0.0016	-0.0001	-0.0029
Si	0.0038	-0.0029	-0.0009
Si	-0.001	-0.0007	-0.0014
Si	0.0049	0.0041	-0.0009
Si	0.0007	-0.0011	-0.0027
Si	0.0006	-0.0016	0.0007
Si	0.0034	0.0033	0.0229
Si	-0.0013	0.0056	0.0031
Si	-0.0023	0.002	-0.0117
Si	-0.0046	0.0109	0.0018
Si	-0.0004	-0.0028	-0.0036
Si	0.0002	-0.0039	0.0092
Si	0.0006	-0.0009	-0.0076
Si	-0.0004	-0.0001	0.0004
Si	-0.0047	0.0026	0.0019
Si	0.0016	0.0002	0
Si	-0.0049	0.0021	0.0007
Si	-0.0006	-0.0023	0.0043
Si	-0.0061	-0.0004	-0.0061
Si	0.0128	-0.0004	0.013
Si	-0.0039	-0.0076	0.0066
Si	0.002	-0.0011	0.0003
Si	0.0002	0.0005	-0.0036
Si	-0.0018	0.004	-0.0014
Si	-0.0004	0.0007	0.0012
Si	-0.0048	0.0034	0.0092
Si	0.0064	0.0018	0.0007
Si	-0.0009	-0.0026	0.0024
Si	0.0035	-0.001	-0.002
Si	0.002	-0.0016	-0.0051
Si	0.0018	0.0019	-0.0008
Si	-0.0112	0.0009	0.0096
Si	0	-0.0014	-0.0054
Si	0.0002	0.0008	0.0012
Si	0.0027	0.0061	-0.0102
Si	0.0021	0.0009	-0.0015
O	0	0.0059	-0.0046
O	-0.0159	-0.01	-0.0123
O	-0.0009	-0.0174	-0.0272
O	0.0086	-0.0075	0.0163
O	0.0178	-0.0064	0.021
O	0.0025	-0.0087	-0.0047
O	0.0151	-0.0075	0.0167
O	-0.0145	-0.004	-0.0081
O	0.0074	0.0069	0.0176
O	-0.0067	0.0104	-0.0295
O	0.0066	0.0093	0.0027
O	-0.003	-0.0043	0.0092
O	0.0125	0.015	-0.0173
O	0.0033	0.0096	-0.0007
O	-0.0159	-0.0069	0.0037
O	-0.0207	-0.0089	0.0041
O	-0.0014	0.0137	0.0213
O	-0.0213	-0.0008	0.0183
O	0.0082	0.0099	-0.02
O	0.0185	0.012	0.0203
O	0.0004	-0.0227	-0.0136
O	0.0048	-0.0124	-0.0231
O	-0.0183	-0.0067	-0.0014
O	-0.0031	0.0055	-0.0192
O	0.0001	0.0199	-0.0011
O	-0.0031	0.0082	-0.0112
O	-0.018	0.0307	0.0011
O	-0.0062	-0.0227	0.009
O	0.0127	-0.0142	0.0061
O	-0.0016	-0.0284	-0.0129
O	0.0163	-0.0041	-0.0177
O	0.0022	-0.0089	0.0149
O	-0.0023	-0.0185	0.0242
O	-0.0119	0.0014	0.0324
O	0.0141	-0.0145	-0.0105
O	-0.0014	-0.0112	-0.026
O	-0.0239	-0.0056	-0.0139
O	-0.0107	-0.0068	0.0221
O	-0.0034	0.0139	0.0051
O	0.0114	0.0174	-0.0088
O	-0.0037	0.0011	-0.0255
O	0.0066	0.0093	0.0322
O	-0.009	-0.0187	-0.017
O	-0.0115	0	0.013
O	0.0002	0.0225	-0.0192
O	-0.0155	-0.0027	-0.0194
O	-0.0051	0.0237	0.0122
O	0.0219	-0.0049	-0.0012
O	0.0012	0.0168	0.0146
O	-0.003	0.0051	-0.0153
O	-0.007	0.0036	0.0027
O	-0.0135	-0.0064	0.0089
O	0.0051	-0.0193	0.0011
O	-0.0067	0.0205	-0.005
O	0.0151	-0.0029	-0.0277
O	-0.0219	0.0108	0.0195
O	-0.0107	-0.0265	0.0094
O	0.0033	0.0127	0.0167
O	0.0317	-0.0148	-0.0047
O	-0.0084	0.0015	-0.0152
O	0.0035	0.0005	0.0119
O	0.0167	0.0161	0.0182
O	-0.0028	0.0057	0.0109
O	0.0062	0.0306	-0.0162
O	-0.003	-0.0015	-0.0005
O	-0.0009	0.0067	0.0104
O	0.0127	-0.0036	-0.0008
O	0.0141	0.0134	0.0312
O	-0.0035	0.0084	0.008
O	0.0132	-0.0208	0.0129
O	0.0057	0.0203	-0.0042
O	0.0087	-0.0184	-0.0147
O	-0.0198	-0.016	-0.0051
O	0.0103	-0.0089	-0.0117
O	-0.0134	-0.0256	-0.0118
O	-0.0153	-0.0094	0.0324
O	0.0029	0.0004	0.0016
O	-0.0071	0.0065	0.0141
O	0.0028	0.0093	0.0344
O	-0.005	-0.0011	0.0055
O	0.0141	-0.0008	-0.002
O	-0.004	0.0051	0.0179

The program warned: the cutoff lies below the one the program advises for these potential files; the exchange-correlation potential is rough where the density is thin.
